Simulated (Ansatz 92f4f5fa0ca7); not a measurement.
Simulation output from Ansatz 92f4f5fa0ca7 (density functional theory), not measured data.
Periodic cell of 225 atoms, Si132O91P2, from a study of silicon, its oxide and their interface. The atomic structure is a simulated model.
Doubt: the cutoff is far below the 930 eV that the study's wrapper takes by default for these files, so forces and energies are approximate.
This geometry differs little from another in the collection (a relaxation step or a small displacement).

Settings: functional PBE; potential files Ansatz PAW; basis plane waves; wave-function cutoff 580 eV; density cutoff ratio 5; exchange-correlation grid ratio 1; k mesh 1 x 1 x 1, Gamma-centred; self-consistency stop 5e-08 eV per atom in the density residual; occupations fixed; spin none; net charge 0.

Cell vectors (angstrom)
a, 10.938, 0, 0
b, 0, 10.938, 0
c, 0, 0, 31.9494

Atoms: element, x, y, z (angstrom)
P, 10.6306, -0.0622, 24.2206
Si, 5.1402, 0.2041, 24.6777
Si, 2.7857, 2.254, 24.5419
P, 8.4727, 2.5803, 24.4858
Si, 10.6865, 5.575, 24.3584
Si, 5.1244, 5.596, 24.4456
Si, 3.0014, 7.9972, 24.4294
Si, 8.4593, 7.869, 24.4262
Si, 1.2469, 1.0033, 25.7822
Si, 6.844, 1.4765, 25.7748
Si, 3.9508, 3.9953, 25.7532
Si, 9.6213, 3.9916, 25.8567
Si, 1.3234, 6.819, 25.6768
Si, 6.8264, 6.7106, 25.7241
Si, 4.0445, 9.5199, 25.9534
Si, 9.5658, 9.5233, 25.7644
Si, 2.6421, -0.1312, 27.2928
Si, 8.1743, -0.0079, 27.1013
Si, 0.0562, 2.5936, 27.1472
Si, 5.4151, 2.7515, 27.1627
Si, 2.6551, 5.4352, 27.1085
Si, 8.1847, 5.3821, 27.1545
Si, 0.0001, 8.1701, 27.139
Si, 5.5209, 8.1336, 27.1535
Si, 4.0696, 1.3329, 28.5197
Si, 9.5458, 1.3282, 28.5157
Si, 1.3614, 4.0479, 28.5167
Si, 6.8018, 4.0784, 28.5503
Si, 4.0859, 6.7864, 28.4869
Si, 9.5513, 6.795, 28.4903
Si, 1.3026, 9.4746, 28.6288
Si, 6.8423, 9.5505, 28.5114
Si, -0.0229, -0.0083, 29.9177
Si, 5.4706, -0.0094, 29.8833
Si, 2.7448, 2.7248, 29.8995
Si, 8.1978, 2.7231, 29.8921
Si, -0.006, 5.4482, 29.8774
Si, 5.457, 5.4667, 29.8992
Si, 2.7554, 8.16, 29.9105
Si, 8.2192, 8.1944, 29.8823
Si, 1.3673, 1.3673, 31.2657
Si, 6.8362, 1.3673, 31.2657
Si, 4.1018, 4.1018, 31.2657
Si, 9.5708, 4.1018, 31.2657
Si, 1.3673, 6.8362, 31.2657
Si, 6.8362, 6.8362, 31.2657
Si, 4.1018, 9.5708, 31.2657
Si, 9.5708, 9.5708, 31.2657
Si, 2.7345, 0, 0.6835
Si, 8.2035, 0, 0.6835
Si, 0, 2.7345, 0.6835
Si, 5.469, 2.7345, 0.6835
Si, 2.7345, 5.469, 0.6835
Si, 8.2035, 5.469, 0.6835
Si, 0, 8.2035, 0.6835
Si, 5.469, 8.2035, 0.6835
Si, 4.0979, 1.3774, 2.0643
Si, 9.5924, 1.3518, 2.0442
Si, 1.3532, 4.1354, 2.0564
Si, 6.8256, 4.1347, 2.0458
Si, 4.089, 6.847, 2.0452
Si, 9.5742, 6.8384, 2.065
Si, 1.363, 9.5987, 2.0566
Si, 6.8284, 9.6108, 2.0485
Si, 0.0301, 0.0341, 3.4722
Si, 5.4846, 0.0386, 3.4534
Si, 2.7165, 2.7702, 3.4035
Si, 8.2529, 2.78, 3.342
Si, 0.0287, 5.5163, 3.4757
Si, 5.4721, 5.5253, 3.4283
Si, 2.7371, 8.2392, 3.4001
Si, 8.2427, 8.2858, 3.3857
Si, 1.3789, 1.4522, 4.8444
Si, 6.9101, 1.4739, 4.7302
Si, 4.0618, 4.1521, 4.7588
Si, 9.599, 4.0804, 4.7798
Si, 1.3679, 6.9713, 4.8441
Si, 6.8418, 6.9858, 4.7302
Si, 4.096, 9.5733, 4.7903
Si, 9.6242, 9.5751, 4.8401
Si, 2.7599, 0.0334, 6.1396
Si, 8.2971, 0.1167, 6.0904
Si, 0.0172, 2.7954, 6.3025
Si, 5.5135, 2.8355, 6.0723
Si, 2.7554, 5.5898, 6.1395
Si, 8.2546, 5.5954, 5.9594
Si, 0.0506, 8.3032, 6.3732
Si, 5.5003, 8.2988, 6.2213
Si, 4.426, 1.1777, 7.3282
Si, 9.8139, 1.146, 7.6189
Si, 1.1806, 4.4975, 7.5025
Si, 6.6424, 4.5401, 7.2485
Si, 4.3255, 6.7032, 7.5411
Si, 9.7328, 6.6088, 7.5016
Si, 1.2842, 9.9382, 7.7044
Si, 6.7237, 9.9609, 7.4092
O, 4.0961, 6.8214, 24.0597
O, 4.0289, 1.2669, 24.0325
O, 9.5548, 6.7181, 23.913
O, -0.0232, 5.5396, 8.0159
O, 5.5745, 0.1218, 7.9098
O, 0.0755, 0.0879, 8.1474
O, 5.5353, 5.6101, 7.8823
O, 7.6, 3.9558, 8.4381
O, 8.7343, 7.043, 8.7657
O, 2.1844, 9.4547, 9.0445
O, 8.8948, 1.6718, 8.9203
O, 7.6202, 9.4663, 8.7083
O, 3.6112, 1.8121, 8.6034
O, 3.5885, 7.2215, 8.9492
O, 2.0681, 4.001, 8.8143
O, 7.8453, 3.9469, 23.7181
O, 0.4146, 4.9103, 22.9731
O, 1.8995, 2.7347, 23.2412
O, 5.5709, 4.9697, 22.9741
O, 5.6161, 10.0756, 23.5217
O, 2.6261, 8.6375, 22.9457
O, 0.272, 9.6291, 23.238
O, 7.8198, 8.5754, 23.0687
Si, 8.668, 7.6872, 18.4669
Si, 8.7946, 6.3534, 13.6355
Si, 3.808, 1.5201, 14.7395
Si, 2.1454, 5.7056, 17.618
Si, 2.3759, 3.1191, 19.5078
Si, 9.8229, 9.0259, 12.087
Si, 1.4003, 9.2717, 22.0858
Si, 9.1864, 0.9585, 13.2116
Si, 1.4255, 5.0403, 13.0298
Si, 1.802, 8.2415, 12.8295
Si, 6.7081, 9.5857, 22.4367
Si, 4.5501, 4.5732, 15.719
Si, 8.2124, 3.0109, 9.5858
Si, 0.8662, 8.1916, 19.2617
Si, 6.9921, 1.3708, 21.1452
Si, 8.2321, 8.309, 9.6779
Si, 10.8884, 5.1874, 15.6039
Si, 7.5803, 9.4912, 16.3403
Si, 9.924, 2.0547, 20.3047
Si, 3.2214, 8.5076, 9.9237
Si, 6.7007, 3.3431, 17.4633
Si, 1.1269, 0.1696, 19.8522
Si, 3.2428, 2.8033, 12.3062
Si, 7.2077, 5.4071, 19.7289
Si, 5.7565, 8.6552, 11.555
Si, 5.7969, 6.0579, 13.2086
Si, 4.6485, 9.7115, 17.6517
Si, 0.9838, 3.577, 22.1974
Si, 4.8884, 1.4913, 18.8684
Si, 3.198, 3.0745, 9.5236
Si, 6.4673, 10.801, 13.8058
Si, 10.3607, 0.1112, 15.9889
Si, 5.6676, 3.6457, 11.16
Si, 9.8503, 3.8907, 11.909
Si, 2.3538, 9.9133, 15.5643
Si, 6.0918, 8.1431, 19.834
Si, 6.8267, 4.0816, 22.4444
Si, 9.7708, 2.7747, 17.3914
O, 7.2058, 6.3675, 13.9812
O, 1.9074, 7.0232, 18.6546
O, 10.2772, 4.0275, 16.526
O, 6.1804, 9.9628, 17.0763
O, 10.1603, 0.6956, 14.4846
O, 8.4437, 6.1102, 18.899
O, 5.1821, 0.6631, 14.4419
O, 5.7311, 2.0478, 17.5973
O, 8.3275, 1.9824, 20.4888
O, 1.9731, 4.2569, 18.3904
O, 6.9688, 2.7902, 10.6443
O, 4.8783, 2.6965, 12.2262
O, 6.0464, 4.3655, 16.371
O, 4.5654, 3.9113, 9.9477
O, 10.6404, 2.737, 21.6078
O, 9.7302, 6.1567, 14.9723
O, 6.0105, 6.509, 19.8874
O, 4.1013, 0.1678, 18.3295
O, 9.2745, 10.5505, 12.2846
O, 2.8602, 4.3444, 12.7225
O, 1.8132, 10.6565, 21.2871
O, 3.9613, 2.7267, 19.4167
O, 0.7415, 10.0363, 15.9866
O, 1.2711, 9.7706, 18.8815
O, 1.7052, 1.6162, 19.3316
O, 8.9532, 10.3804, 16.5162
O, 4.8909, 8.5882, 18.8175
O, 9.5772, 8.7515, 10.4949
O, 6.7245, 4.1059, 18.9
O, 2.8539, 1.703, 13.4138
O, 5.85, 8.8181, 21.2872
O, 2.5461, 2.4409, 10.884
O, 7.5902, 4.8619, 21.2253
O, 5.2174, 7.4636, 12.5654
O, 0.4396, 9.055, 12.513
O, 7.5947, 1.0427, 13.5957
O, 7.121, 9.6187, 14.7674
O, 8.9907, 5.0274, 12.6993
O, 8.1001, 8.0281, 16.9392
O, 6.3459, 2.5599, 22.0711
O, 2.4625, 9.0503, 14.1313
O, 0.4344, 4.4816, 11.8584
O, 0.8912, 8.1924, 20.9287
O, 9.3916, 3.8175, 10.3553
O, 9.6648, 2.3812, 12.5474
O, 7.6411, 8.5656, 19.4181
O, 2.5587, 8.1627, 11.3796
O, 4.003, 3.0336, 15.3847
O, 0.8208, 4.464, 14.4309
O, 10.1102, 3.0027, 18.9766
O, 9.148, 7.8007, 12.9514
O, 10.4738, 0.5199, 20.09
O, 6.0409, 5.0298, 11.9415
O, 8.1626, 2.7381, 17.087
O, 3.5496, 5.4426, 16.7362
O, 4.6725, 9.1252, 10.4027
O, 1.5399, 6.6608, 13.1922
O, 4.782, 5.4665, 14.3573
O, 1.9708, 3.8473, 20.9168
O, 10.5574, 1.4058, 16.9669
O, 0.963, 6.0425, 16.5413
O, 7.4401, 10.9492, 21.9155
O, 5.8808, 0.967, 20.0418
O, 6.0883, 10.009, 12.4206
O, 2.8567, 0.5357, 15.6134
O, 7.0585, 8.0008, 10.7829
O, 10.2613, 7.9795, 18.7034
O, 3.4594, 9.2026, 16.6052

Results
free energy: -137178.073 eV
free energy less fixed offsets of O -568.88, P -755.39, Si -635.61 eV per atom: 1.307 eV

Forces (eV/angstrom), in the order of the atoms: element, x, y, z
P, 0.0291, -0.0006, -0.0031
Si, 0.0062, 0.0079, -0.0138
Si, 0.0048, 0.0093, -0.0226
P, -0.0018, -0.0042, -0.0051
Si, -0.0076, -0.0037, -0.0039
Si, 0.0083, -0.0028, 0.0326
Si, 0.0049, -0.0037, 0.0544
Si, 0.0009, -0.0144, -0.0108
Si, -0.0134, -0.0039, 0.0008
Si, -0.0073, 0.0066, 0.0007
Si, -0.0153, 0.0195, -0.0022
Si, -0.0076, 0.0136, 0.0127
Si, 0.0104, -0.0024, 0.0012
Si, -0.0122, 0.0084, 0.0082
Si, 0.006, -0.0204, 0.0109
Si, 0.0007, 0.0018, 0.0152
Si, 0.0023, 0.0035, 0.0024
Si, 0.0066, -0.005, -0.0044
Si, -0.0054, 0.0001, -0.0056
Si, 0.0105, -0.0156, 0.0047
Si, 0.0055, 0.0003, -0.0154
Si, 0.0155, -0.007, -0.0144
Si, -0.018, -0.0056, -0.007
Si, -0.0087, -0.0077, -0.0178
Si, -0.0081, 0.0031, -0.0005
Si, 0.0049, -0.0012, 0.0043
Si, -0.0068, 0.0018, -0.0024
Si, -0.003, 0.0015, -0.0007
Si, 0.0009, 0.0122, 0.0003
Si, -0.0056, 0.0064, 0.0061
Si, 0.0116, 0.0071, -0.0081
Si, -0.0005, 0.0018, -0.0014
Si, -0.0098, 0.0074, 0.0059
Si, 0.0013, 0.0031, 0.0018
Si, 0.0067, -0.013, 0.0021
Si, 0.0052, -0.0016, 0.0024
Si, 0.0036, 0.0047, 0.0011
Si, -0.0001, 0.0006, 0.0034
Si, 0.0068, -0.0118, 0.006
Si, 0.0072, -0.0083, -0.0029
Si, 0.0405, 0.0421, -0.0431
Si, 0.0494, -0.0446, -0.0577
Si, -0.0132, -0.0429, 0.0382
Si, -0.0858, -0.0982, -0.0848
Si, 0.0435, -0.268, -0.034
Si, 0.0319, 0.0993, -0.1322
Si, 0.0634, -0.0724, -0.0774
Si, -0.1611, -0.1258, 0.1303
Si, 0.0216, 0.0801, 0.015
Si, -0.0288, 0.0497, -0.0893
Si, 0.0445, 0.0761, 0.0485
Si, -0.0361, 0.063, 0.0878
Si, -0.0755, -0.0243, -0.0269
Si, 0.0205, 0.1164, -0.0229
Si, -0.0064, 0.067, 0.1151
Si, 0.0481, 0.124, 0.1007
Si, -0.0015, -0.0012, 0.0017
Si, 0.0052, -0.0028, -0.0031
Si, -0.0041, 0.0038, 0.0016
Si, -0.0074, 0.0044, -0.0057
Si, -0.0001, 0.0015, -0.0029
Si, 0.0025, 0.0004, 0.0012
Si, -0.0065, 0.0008, -0.0051
Si, -0.0089, 0.0027, 0.0006
Si, -0.0012, -0.0017, -0.0046
Si, 0.0033, 0.0019, -0.007
Si, 0.0087, -0.0013, 0.0024
Si, -0.0071, -0.0056, 0.0171
Si, -0.005, -0.0042, -0.0087
Si, 0.0048, -0.0046, -0.0011
Si, 0.0038, -0.001, 0.0063
Si, -0.0032, -0.0144, 0.0058
Si, 0.0048, 0.0015, 0.0048
Si, 0.0068, 0.0074, -0.0041
Si, -0.0024, -0.0043, -0.0011
Si, 0.0011, 0.0001, -0.0001
Si, 0.0083, 0.0029, 0.0038
Si, 0.0044, 0.0088, -0.0037
Si, -0.0024, -0.0054, 0.0014
Si, 0.001, 0.0034, 0.0044
Si, -0.0041, -0.0011, -0.003
Si, 0.0002, 0.0009, -0.0023
Si, -0.0025, -0.0028, -0.002
Si, 0.0014, 0.0014, -0.0021
Si, -0.0012, 0.0001, -0.0027
Si, 0.0013, -0.0002, -0.0014
Si, -0.0021, -0.0019, -0.0017
Si, -0.0003, -0.0014, -0.0029
Si, 0.0025, 0.0003, 0.0067
Si, -0.0009, 0.0007, 0.0031
Si, 0.0011, 0.0021, 0.0084
Si, -0.0034, -0.0022, 0.0024
Si, 0.0014, -0.0003, 0.0058
Si, 0.0001, -0.0003, 0.0044
Si, 0.0017, 0.0018, 0.0093
Si, -0.0006, -0.0011, 0.0062
O, 0.006, -0.0137, -0.0384
O, -0.0061, -0.0052, 0.0087
O, 0.0032, 0.0002, -0.0005
O, 0.0019, 0.0012, -0.0029
O, -0.0002, 0.0003, -0.002
O, 0.002, -0.0009, -0.003
O, -0.0006, 0.0016, -0.0005
O, -0.0011, 0.0022, -0.0035
O, 0.0013, -0.0016, -0.0036
O, -0.0031, 0.0016, -0.0065
O, 0.0013, -0.0015, -0.0029
O, -0.0009, 0.0014, -0.0036
O, 0.0005, -0.0016, -0.003
O, 0.0001, -0.001, -0.0023
O, -0.0022, 0.0007, -0.0046
O, 0.0041, 0.0035, 0.0089
O, 0.0002, 0.0054, 0.006
O, 0.0057, -0.0031, 0.0139
O, -0.0012, 0.0011, -0.0032
O, -0.0039, 0.0018, 0.0072
O, 0.0167, 0.0043, -0.0105
O, -0.0335, 0.0033, 0.012
O, 0.0023, -0.0017, 0.0088
Si, 0.0006, -0.0007, 0.0005
Si, 0.0003, -0.0004, 0.0012
Si, 0.0002, 0, 0.0021
Si, 0.0005, -0.0011, 0.0013
Si, 0.0014, -0.0014, -0.0006
Si, 0.0001, -0.0001, 0.0022
Si, -0.0106, 0.0189, -0.0299
Si, 0.0004, -0.0004, 0.0016
Si, 0.0001, -0.0003, 0.0014
Si, 0.0003, -0.0003, 0.0018
Si, 0.0006, 0.0043, -0.0082
Si, 0.0006, -0.0008, 0.0019
Si, 0.0003, 0.0002, 0.0053
Si, 0.0002, -0.0008, -0.0024
Si, 0.0015, -0.0003, -0.0025
Si, -0.0003, 0.0004, 0.0051
Si, 0.0004, -0.0006, 0.0022
Si, 0.0008, 0.0001, 0.0016
Si, -0.0006, 0, 0.0005
Si, 0.0025, -0.001, 0.0056
Si, 0, -0.0019, 0.0008
Si, -0.0005, 0.0026, -0.0009
Si, 0.0005, 0.0001, 0.0022
Si, 0.0011, -0.0023, -0.0019
Si, 0.0001, 0, 0.0022
Si, 0.0002, -0.0004, 0.0016
Si, 0, 0.0018, 0.0013
Si, -0.0034, -0.0041, -0.0082
Si, 0.0004, 0, 0.001
Si, 0.0019, 0.0003, 0.0052
Si, 0.0006, -0.0001, 0.0016
Si, 0.0004, -0.0002, 0.0022
Si, 0, 0.0003, 0.0021
Si, 0.0006, 0, 0.0025
Si, 0.0002, 0.0004, 0.002
Si, 0.0006, 0.0004, -0.0033
Si, 0.0021, -0.0094, -0.0157
Si, -0.0002, -0.0005, 0.0019
O, -0.0001, -0.0003, -0.0002
O, 0, 0.0008, 0.0012
O, 0.0007, 0.0003, -0.0008
O, -0.0001, -0.0003, -0.0003
O, 0.0001, 0, -0.001
O, -0.0001, -0.0003, 0.0007
O, 0.0007, -0.0004, -0.0002
O, 0.0006, -0.0002, 0.0003
O, -0.0007, -0.0003, 0
O, -0.0002, -0.0002, 0.0001
O, 0.0014, -0.0004, -0.0014
O, 0.0005, 0, -0.0005
O, 0, 0.0002, -0.0001
O, -0.0008, -0.0005, -0.0015
O, 0.0015, 0.001, 0.002
O, 0, -0.0001, -0.0005
O, -0.0003, 0.0001, 0.0015
O, 0.0006, -0.0012, -0.0003
O, 0.0002, -0.0009, -0.0003
O, 0.0004, -0.0006, -0.0001
O, 0.0035, -0.0043, 0.005
O, 0.0001, -0.0002, -0.0005
O, 0.0004, -0.0004, -0.0004
O, 0.0004, -0.0026, 0.001
O, 0.0004, -0.0001, 0.0002
O, 0.0001, -0.0003, -0.0002
O, 0.0008, -0.0013, 0.0019
O, -0.0002, -0.0003, -0.0018
O, 0.0006, 0.0015, 0.0018
O, 0.0002, -0.0002, -0.0009
O, -0.0003, -0.0008, 0.0026
O, 0.0002, -0.0002, -0.0021
O, -0.0004, 0.0002, 0.005
O, 0.0003, 0.0002, -0.0004
O, 0.0002, -0.0003, -0.0002
O, 0.0003, -0.0002, 0
O, 0.0002, -0.0001, -0.0006
O, 0.0004, -0.0008, -0.0003
O, 0.0004, -0.0005, -0.0002
O, 0.0002, 0.0011, 0.0038
O, 0.0004, -0.0005, -0.0005
O, 0, -0.0004, -0.0004
O, 0.0009, -0.0018, 0.0029
O, -0.0004, -0.0007, -0.0018
O, 0.0004, 0.0002, -0.0005
O, -0.0005, 0.0001, 0.0011
O, 0.0008, 0, -0.0023
O, 0.0003, -0.0003, -0.0005
O, 0.0006, 0, -0.0003
O, 0.0006, -0.0001, 0
O, 0.0005, 0.0002, -0.0005
O, -0.0003, -0.0003, 0.0003
O, 0.0004, -0.0009, -0.0007
O, 0.0001, -0.0002, -0.0007
O, 0.0005, -0.0001, -0.0006
O, -0.0008, -0.0004, -0.0012
O, 0.0002, 0, -0.0002
O, 0.0005, 0.0001, -0.0004
O, 0.0003, 0.0007, 0.0034
O, 0.0004, -0.0001, -0.0003
O, 0.0001, -0.0001, -0.0006
O, 0, -0.0012, 0.0022
O, 0.0013, 0.0007, 0.0025
O, 0.0003, -0.0008, -0.0006
O, 0.0002, -0.0005, -0.0006
O, 0.0013, -0.0002, -0.0015
O, 0.001, 0, 0.0008
O, 0.0004, -0.0007, -0.0005

The program warned: the cutoff lies below the one the program advises for these potential files; the exchange-correlation potential is rough where the density is thin.
